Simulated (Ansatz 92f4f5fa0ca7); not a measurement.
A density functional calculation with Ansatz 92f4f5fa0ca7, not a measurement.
Periodic cell of 130 atoms, Si86O44, from a study of silicon, its oxide and their interface. The atomic structure is a simulated model.

Settings
functional: r2SCAN
potential files: Ansatz norm-conserving
basis: plane waves
wave-function cutoff: 1300 eV
density cutoff ratio: 4
exchange-correlation grid ratio: 1
k mesh: 2 x 2 x 1, shifted by 0.5 0.5 0.5 of a step
self-consistency stop: 5e-08 eV per atom in the density residual
occupations: Fermi-Dirac, 0.05 eV
spin: none
net charge: 0

Cell vectors (angstrom)
a, 10.88, 0, 0
b, 0, 10.88, 0
c, 0, 0, 19.2324

Atoms and the computed forces on them: element, x, y, z (angstrom), force x, y, z (eV/angstrom)
Si, 1.4708, 2.2776, -1.3976, 1.778, 4.5861, -0.5436
Si, 2.0565, 4.7316, -3.6007, -0.1575, -0.1887, 0.6881
Si, 1.0719, 6.4734, 1.8337, 0.1889, 1.2266, 0.664
Si, 3.8985, 10.6727, -1.4103, 0.1502, -0.3703, 1.4972
Si, 7.0674, 1.7176, 0.9121, 0.9438, 1.1965, -1.7242
Si, 10.0065, 2.8141, 0.544, 3.2035, 3.7042, 2.6699
Si, 3.1195, 3.097, 1.5064, -0.1952, 0.2141, -1.1497
Si, 7.8452, 7.704, -0.291, -1.8794, 0.1639, 0.6524
Si, 3.3545, -1.4834, 1.1104, 4.4058, -3.7591, -2.6923
Si, 4.8352, 4.463, 0.5629, 0.0262, 0.1698, 0.8075
Si, 0.0926, 6.9109, -4.0664, 2.4614, -1.5891, 0.769
Si, 2.5493, 7.2167, -0.2489, -0.3089, -0.838, 2.3354
Si, 6.7588, -0.1331, -0.6944, 3.3647, 1.8451, -0.1058
Si, 11.0853, 5.7581, -0.0595, -2.2533, -0.0664, -1.0724
Si, 6.288, 6.1004, 1.3038, 2.3775, 1.8871, 1.2613
Si, 10.4644, 8.5227, -0.0001, -0.1577, -2.5751, -1.661
Si, 0.3313, 2.4187, 2.7935, -0.4514, -0.8217, -1.0741
Si, 2.1364, 0.5466, 2.7738, -0.4699, 1.5393, 3.029
Si, -0.2609, 8.4155, 2.6305, 2.9731, -3.1133, 4.4233
Si, 2.8777, 5.3179, 2.6405, -0.5794, -0.3997, 0.5046
Si, 5.5568, 2.7013, 2.5931, 0.0193, -0.2623, -0.3844
Si, 8.3915, -0.2337, 2.8605, -0.9428, 1.6391, -0.3017
Si, 5.5363, 8.0064, 2.7386, 2.989, -4.8272, 2.2594
Si, 8.3052, 5.3775, 2.6673, -1.5711, -0.6804, -0.2247
Si, 1.36, 4.08, 4.0639, 0.3049, 0.4282, -0.098
Si, 4.08, 1.36, 4.0639, -0.3212, 0.208, -1.0891
Si, 1.36, 9.52, 4.0639, -0.873, 0.5086, -0.4628
Si, 4.08, 6.8, 4.0639, -0.0228, -0.53, 0.22
Si, 6.8, 4.08, 4.0639, 0.6304, 0.4014, -0.1465
Si, 9.52, 1.36, 4.0639, 0.6715, -0.1225, 0.7487
Si, 6.8, 9.52, 4.0639, 0.5696, -0.9857, 0.606
Si, 9.52, 6.8, 4.0639, -0.463, 0.7667, -0.5268
Si, 0, 0, 5.4186, -0.0925, -0.1456, 0.1435
Si, 2.72, 2.72, 5.4186, 0.1708, 0.2167, -0.1774
Si, 0, 5.44, 5.4186, -0.0207, -0.0804, -0.0258
Si, 2.72, 8.16, 5.4186, -0.2751, -0.1743, -0.3605
Si, 5.44, 0, 5.4186, -0.0071, -0.2513, -0.0816
Si, 8.16, 2.72, 5.4186, -0.1478, 0.1625, 0.0156
Si, 5.44, 5.44, 5.4186, 0.16, -0.0728, -0.0119
Si, 8.16, 8.16, 5.4186, -0.1075, -0.0206, 0.0493
Si, 1.36, 1.36, 6.7732, 0.0661, 0.407, 0.3433
Si, 4.08, 4.08, 6.7732, -1.1055, -0.3845, -0.0765
Si, 1.36, 6.8, 6.7732, -0.0653, 0.7893, 0.2012
Si, 4.08, 9.52, 6.7732, -0.0525, -0.2981, 0.1267
Si, 6.8, 1.36, 6.7732, 0.3844, -1.1649, 0.7628
Si, 9.52, 4.08, 6.7732, 0.0426, -0.3268, 0.6899
Si, 6.8, 6.8, 6.7732, 0.3665, -0.1343, 0.1877
Si, 9.52, 9.52, 6.7732, -0.7325, 0.4541, 0.1384
Si, 0.0554, 2.7072, 8.2337, -0.4036, -0.4043, -0.2879
Si, 2.7798, 0.0311, 8.1215, -0.8008, -0.4967, -0.193
Si, 0.1259, 8.4127, 8.077, 0.9641, -1.4403, 1.9889
Si, 2.6515, 5.3953, 8.1276, 0.4121, -0.261, 1.1258
Si, 5.3121, 2.6159, 8.0366, -0.0142, 1.0817, 0.9911
Si, 7.9684, -0.1753, 8.3521, 0.9929, 0.5406, -0.7844
Si, 5.3112, 8.0147, 8.0592, 0.3865, 0.2791, 1.5449
Si, 8.1447, 5.4257, 8.1806, 2.1352, 1.3312, -0.2582
Si, 2.6496, 5.059, 11.1301, -0.314, -0.2159, -1.3038
Si, 3.4464, 0.8939, 10.075, -1.5446, -0.6165, 3.7269
Si, 1.4687, 9.7616, 10.1168, -2.2103, -0.6429, -1.3928
Si, 4.6324, 5.8242, 9.8104, -1.389, -0.1221, -2.281
Si, 6.4943, 4.4768, 9.2747, -1.4444, -1.9984, -0.2295
Si, 7.4342, 0.6072, 12.5431, 0.3128, -2.8323, 1.0947
Si, 5.985, 9.9666, 9.4562, -0.6524, -1.0404, -0.6939
Si, 9.8597, 6.9221, 9.7073, -1.2925, 1.1179, -2.2106
Si, -0.5643, 0.4075, 8.6115, -0.3111, 0.3396, 0.9251
Si, 1.5572, 2.95, 12.0701, -0.8385, 1.9736, -2.3894
Si, -3.7976, 9.527, 15.3507, -0.9193, -2.1544, -1.8493
Si, 2.228, 7.1848, 12.493, 0.2268, -0.0586, -0.3497
Si, 4.1032, -1.5678, 10.9988, 0.8588, -0.4431, 0.4869
Si, 6.2401, 2.6605, 10.6786, 0.994, -0.8215, 2.5173
Si, 5.6259, 6.7593, 11.5712, 3.4714, 0.2547, 1.7022
Si, 8.2484, 8.4983, 11.3691, 0.8147, -0.6709, -0.0158
Si, 8.3396, 12.4669, 16.1886, 0.1044, -2.0074, 1.1404
Si, -0.8844, 1.1877, 13.7805, -0.2443, -1.5647, 2.0589
Si, -0.3807, 8.1454, 12.3529, -1.0819, -0.0635, -0.2257
Si, 6.2089, 3.947, 12.8636, -1.4742, -5.3049, 0.9605
Si, -2.2323, 3.5326, 14.7537, -1.6226, 1.8622, 4.1481
Si, -5.2558, 3.7648, 17.5864, 2.2437, -1.4781, -1.3936
Si, 2.9733, -2.7277, 16.9682, 0.8479, -1.9511, -2.2871
Si, 1.3822, 10.1928, 17.0809, 0.3383, 0.8401, 0.4093
Si, 4.5926, 6.3341, 15.4054, 0.1899, 0.8132, 2.4463
Si, 11.2286, -4.821, 11.2934, -0.6745, -2.9658, 1.5497
Si, 15.138, 9.8105, 13.1455, 1.5817, 0.3658, 2.9052
Si, 1.1533, 10.1027, 14.1013, -0.6267, -0.9236, 0.2406
Si, 14.115, -6.4974, 13.5163, 1.4492, -2.553, 0.2257
Si, 7.248, 6.4881, 16.2447, -0.3484, -1.689, -2.8659
O, -12.4767, -13.8508, -1.1627, -0.7169, 1.6264, 2.912
O, 0.0904, 2.556, -0.6396, 0.3196, -0.3885, -1.522
O, 4.6646, 7.986, -2.7611, -3.6891, -1.86, -0.3024
O, 2.4997, -0.2568, 1.445, -1.3556, 2.0406, -0.9473
O, -2.2962, 2.5439, 0.2014, -6.7094, -2.8711, 1.0565
O, 1.1439, 11.8932, -2.2741, 0.061, -4.8205, 0.1634
O, 9.9508, 9.2708, 1.4976, -0.6496, 0.8644, -4.532
O, 7.0834, 20.2223, 0.1184, 1.0004, -1.037, -2.3264
O, 5.5471, -0.1331, -1.7484, -1.5801, -0.4281, -0.0678
O, -1.2976, -5.8934, -0.1603, 3.0286, -0.3965, 0.8602
O, 2.5036, 2.6356, -0.0425, -0.6304, -0.8118, -1.8771
O, 0.5429, 5.2744, -4.3839, 1.3803, 0.8268, 1.9279
O, 8.1081, 4.9389, -3.4033, 1.0053, 1.007, -0.9995
O, 11.9554, 9.5115, -3.5756, -0.2138, 2.7335, -0.8216
O, 7.8205, 7.9591, -4.2412, -2.2293, 0.0049, 2.7113
O, 2.5004, 13.6894, -5.8517, -2.3427, 0.7926, -0.2799
O, 2.6516, -2.4439, 11.344, 0.3723, -0.4821, -1.1863
O, -1.8236, 0.2924, 12.884, 0.4767, 1.4425, -3.6248
O, 4.6888, 3.3782, 13.3197, 0.777, 3.561, 0.4156
O, 3.8804, 0.293, 11.7433, -0.0596, 0.2001, -2.8839
O, 0.0281, 4.1712, 11.872, 2.7561, 0.4164, -0.3427
O, -3.6596, 3.3341, 14.1158, -2.2882, 1.1685, -3.0819
O, -4.421, 5.3813, 12.3719, -1.0301, 2.7461, -0.1463
O, 1.9112, -3.69, 15.9228, -0.5013, 1.5752, 0.0508
O, 7.2737, -3.7054, 11.0978, -0.9668, 2.0843, 0.5672
O, 7.0944, 1.1897, 11.0752, -1.7188, 4.5461, -3.4146
O, 12.5888, 4.8203, 9.3875, 1.04, 0.2271, 0.2695
O, 2.6641, -0.9293, 13.5372, -0.7341, -0.1934, 1.3931
O, 6.7762, 2.5694, 17.4779, -2.3506, 2.3523, -0.322
O, 7.2589, 12.4258, 21.7752, 0.2904, -1.2049, -0.2047
O, 4.413, 2.1463, 9.7135, 3.0766, 1.837, 0.1295
O, 7.4925, 9.9517, 11.6482, -0.486, -3.437, -0.481
O, -1.1822, 2.7962, 13.7638, 1.1092, -0.108, 0.0999
O, 0.4133, -1.4624, 18.1941, 1.1747, 2.5704, -0.7214
O, 4.8686, 9.2038, 21.3582, -5.9256, 5.4566, -4.5407
O, 3.2109, 5.3454, 16.6867, 1.2642, -0.1834, -1.767
O, 11.6298, 11.6647, 13.7704, -2.3224, -0.1584, 0.4609
O, 1.6117, 1.72, 11.0215, 1.1845, 0.5215, -0.3449
O, 5.267, -1.2622, 14.4837, -0.5281, 0.5093, -1.9818
O, -3.8855, -4.1307, 17.8865, 1.0281, 0.5539, -2.2004
O, -1.7468, 0.4634, 15.0699, 0.6663, 3.3883, 3.4797
O, 1.6148, 3.2892, 16.3511, 0.0161, -0.0867, 2.4028
O, 8.044, 0.6101, 17.4699, -0.1935, -1.9132, 0.3285
O, 10.7072, -1.7489, 13.6895, 2.0867, 0.9085, -1.288

Results
free energy: -30475.298 eV
free energy less fixed offsets of O -463.61, Si -117.95 eV per atom: 67.242 eV
pressure: -4.08 GPa
stress xx, yy, zz, yz, xz, xy (GPa, positive in tension): 4.83, 4.9, 2.52, -0.58, -0.29, -0.57
